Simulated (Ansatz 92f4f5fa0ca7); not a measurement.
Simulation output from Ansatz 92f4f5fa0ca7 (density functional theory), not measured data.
Periodic cell of 221 atoms, Si132O88H1, from a study of silicon, its oxide and their interface. The atomic structure is a simulated model.
Doubt: the cutoff is far below the 930 eV that the study's wrapper takes by default for these files, so forces and energies are approximate.
This geometry differs little from another in the collection (a relaxation step or a small displacement).

Settings
functional: PBE
potential files: Ansatz PAW
basis: plane waves
wave-function cutoff: 580 eV
density cutoff ratio: 5
exchange-correlation grid ratio: 1
k mesh: 1 x 1 x 1, Gamma-centred
self-consistency stop: 5e-08 eV per atom in the density residual
occupations: fixed
spin: none
net charge: +1 e, with a uniform compensating background and no finite-size correction

Cell vectors (angstrom)
a 10.938 0 0
b 0 10.938 0
c 0 0 33.4056

Atoms and the computed forces on them: element, x, y, z (angstrom), force x, y, z (eV/angstrom)
Si -0.205 0.1989 25.8404 -0.0001 -0.0003 0.001
Si 5.9716 -0.5508 25.8562 -0.0001 0 0.0028
Si 2.8567 2.8031 25.93 -0.0002 -0.0003 0.0006
Si 8.3433 2.3211 26.0059 -0.0003 0 0.0013
Si -0.4823 6.0098 25.8174 0 -0.0001 -0.0001
Si 5.3646 5.6962 25.8906 -0.0001 0 0.001
Si 3.0161 7.8424 25.917 -0.0003 0 0.0016
Si 8.2248 8.2245 26.2393 -0.0006 0.0004 0.001
Si 1.4197 1.362 27.1559 0 0.0002 -0.0005
Si 6.8636 1.1449 27.3269 0.0005 -0.0006 -0.0006
Si 4.2235 4.109 27.2705 0 -0.0001 -0.0003
Si 9.5237 4.1289 27.0806 0 -0.0006 -0.0004
Si 1.328 6.7963 27.2154 0.001 -0.0004 -0.0002
Si 6.8119 6.8044 27.3862 -0.0002 -0.0001 -0.0004
Si 4.1832 9.4743 27.1761 0.0004 -0.0005 -0.0006
Si 9.6865 9.6251 27.3502 0 0.0004 -0.0003
Si 2.7715 -0.0352 28.5447 0.0001 0 0
Si 8.2632 -0.0598 28.7173 -0.0004 -0.0001 -0.0004
Si 0.013 2.7661 28.5288 0 0.0001 -0.0001
Si 5.5265 2.6684 28.6115 0.0001 0.0001 -0.0003
Si 2.7384 5.4342 28.602 -0.0005 0.0004 -0.0005
Si 8.2206 5.4043 28.6222 -0.0002 0 -0.0002
Si 0.0713 8.1905 28.646 -0.0002 0.0002 -0.0003
Si 5.4609 8.1964 28.6789 0 0.0004 -0.0003
Si 4.1018 1.3673 29.9874 -0.0715 -0.1604 -0.288
Si 9.5708 1.3673 29.9874 0.3099 0.4758 -0.0113
Si 1.3673 4.1018 29.9874 -0.0247 -0.1616 -0.1615
Si 6.8362 4.1018 29.9874 0.1516 -0.42 0.111
Si 4.1018 6.8362 29.9874 -0.39 -0.1085 0.1555
Si 9.5708 6.8362 29.9874 0.0813 -0.1168 -0.1899
Si 1.3673 9.5708 29.9874 0.4771 0.1256 0.0283
Si 6.8362 9.5708 29.9874 0.0398 -0.2444 0.569
Si 0 0 31.3546 0.1217 0.1514 -0.0467
Si 5.469 0 31.3546 -0.0011 0.0095 0.0107
Si 2.7345 2.7345 31.3546 -0.0952 -0.0482 -0.051
Si 8.2035 2.7345 31.3546 0.017 0.0798 0.0348
Si 0 5.469 31.3546 -0.0381 0.0432 -0.0109
Si 5.469 5.469 31.3546 -0.0917 -0.037 -0.0513
Si 2.7345 8.2035 31.3546 0.001 0.0387 0.0318
Si 8.2035 8.2035 31.3546 -0.1342 -0.0381 0.0162
Si 1.3673 1.3673 32.7219 0.0076 -0.0486 0.0098
Si 6.8362 1.3673 32.7219 0.0393 -0.0405 -0.0228
Si 4.1018 4.1018 32.7219 0.0173 -0.0064 -0.0263
Si 9.5708 4.1018 32.7219 -0.0032 -0.0385 -0.0162
Si 1.3673 6.8362 32.7219 0.0521 0.0264 -0.0281
Si 6.8362 6.8362 32.7219 0.0819 -0.0203 -0.0035
Si 4.1018 9.5708 32.7219 0.0006 -0.0568 -0.0254
Si 9.5708 9.5708 32.7219 0.0091 -0.0076 -0.0345
Si 2.7345 0 0.6835 0.0177 -0.0141 -0.0099
Si 8.2035 0 0.6835 -0.066 0.0461 0.0115
Si 0 2.7345 0.6835 -0.0253 0.0332 0.0227
Si 5.469 2.7345 0.6835 -0.0355 0.0228 0.0413
Si 2.7345 5.469 0.6835 -0.0685 0.0583 0.0054
Si 8.2035 5.469 0.6835 0.0167 -0.0054 -0.0003
Si 0 8.2035 0.6835 -0.0294 -0.0248 0.0401
Si 5.469 8.2035 0.6835 -0.0241 0.0659 0.0168
Si 4.1018 1.3673 2.0507 -0.0607 -0.0964 0.0384
Si 9.5708 1.3673 2.0507 0.0601 -0.0943 -0.043
Si 1.3673 4.1018 2.0507 0.0844 -0.0206 -0.0054
Si 6.8362 4.1018 2.0507 0.0939 0.0408 0.0487
Si 4.1018 6.8362 2.0507 -0.0424 -0.0779 -0.0043
Si 9.5708 6.8362 2.0507 -0.1121 -0.0226 0.0142
Si 1.3673 9.5708 2.0507 0.1662 0.1625 0.0255
Si 6.8362 9.5708 2.0507 0.0533 -0.0859 -0.0195
Si 0 0 3.418 -0.0633 0.4789 -0.5736
Si 5.469 0 3.418 0.07 0.0923 0.1063
Si 2.7345 2.7345 3.418 -0.0917 0.2394 -0.0845
Si 8.2035 2.7345 3.418 -0.0669 0.0503 0.3278
Si 0 5.469 3.418 -0.1846 -0.1556 0.1075
Si 5.469 5.469 3.418 -0.116 0.172 0.2966
Si 2.7345 8.2035 3.418 0.2795 0.0056 0.0302
Si 8.2035 8.2035 3.418 -0.4041 -0.2572 -0.3902
Si 1.2637 1.481 4.7552 -0.0006 -0.0042 -0.0001
Si 6.8125 1.3883 4.8213 -0.0009 0.0012 0.001
Si 4.1168 4.0641 4.815 -0.001 0.0001 0.0001
Si 9.5113 4.1541 4.846 -0.0024 0.001 -0.0011
Si 1.3509 6.8484 4.7544 0.0014 0.0005 -0.0002
Si 6.7855 6.9004 4.8304 0.0017 -0.0017 -0.0003
Si 4.1293 9.5721 4.8033 -0.0009 0.0017 -0.0021
Si 9.5537 9.5855 4.6614 0.0017 -0.0001 0.0008
Si 2.6385 0.0356 5.9534 0.0008 0.0022 0.0023
Si 8.2655 -0.0103 6.0449 -0.0018 -0.0005 -0.0029
Si -0.0989 2.8204 6.3007 -0.0007 -0.002 0.0002
Si 5.4524 2.6973 6.3033 0.0026 0.0006 -0.0009
Si 2.7602 5.5514 6.1225 -0.0043 -0.0026 -0.0006
Si 8.0937 5.4889 6.2228 0.0005 0.0016 0.0011
Si -0.0732 8.2302 5.9961 -0.0004 0.0009 0
Si 5.5292 8.3368 6.3282 -0.0006 0.0001 -0.0004
Si 3.6646 1.5324 7.386 -0.0038 -0.0023 -0.0027
Si 9.7793 1.0504 7.4774 0.0014 -0.0001 0.0024
Si 1.6203 3.9931 7.4868 0.0071 0.0127 0.0068
Si 6.5207 4.3749 7.6445 0.0001 0.0002 -0.0035
Si 4.3194 6.6775 7.4811 0 -0.0011 0.0044
Si 9.3574 7.1014 7.3625 -0.0012 -0.0032 -0.002
Si 1.0822 9.8186 7.232 0 0.0003 -0.0029
Si 7.2873 9.4718 7.6005 0.0023 -0.0016 0.0042
O 1.8724 3.8929 25.1923 0.0001 -0.0005 0
O 7.1511 9.2644 25.4432 0.0009 -0.0006 -0.0015
O 2.7151 2.8423 7.8258 -0.0037 -0.005 0.001
O 8.347 8.2424 8.062 0.0006 0.0007 -0.0013
O 5.3737 5.5156 7.9821 -0.0003 0.0011 -0.0004
O 0.0501 -0.0015 7.8714 -0.0002 0.0003 0.0012
O 4.1609 6.74 25.3969 0.0001 -0.0002 -0.0002
O 9.5421 1.297 25.4377 0.0002 0 0
O 1.7599 9.0691 8.5005 0.0006 -0.0005 0.0019
O 1.3736 4.6246 9.4224 -0.0009 -0.0031 -0.0087
O 9.0055 1.3375 8.9098 0.0003 -0.0002 -0.0007
O 6.9965 10.4675 8.9252 -0.0007 0.0003 -0.0008
O 3.6688 0.6963 8.8311 0.0003 0.001 0.0022
O 3.5688 7.1555 8.8647 -0.0005 0.0014 -0.0006
O 7.041 3.8988 9.1538 -0.0001 -0.0003 0.0023
O 10.3464 6.2729 8.4391 0.0007 -0.0016 0.001
O 3.8555 2.1184 24.8065 -0.0002 0.0002 -0.0005
O 5.4266 0.0153 24.4002 0 0.0004 -0.0011
O 7.2235 2.7082 24.8303 -0.0006 0.0001 -0.0007
O 11.1234 5.7013 24.3345 0 -0.0001 -0.0004
O 9.2832 7.1547 25.4701 -0.0004 0.0005 0
O 2.299 8.4624 24.5686 0 0 -0.0008
O 6.2173 5.1574 24.5637 0 -0.0001 -0.0006
O 0.3813 10.3627 24.4845 0.0001 0 -0.0011
Si 2.4403 8.0863 9.5614 0.001 0.0017 -0.0011
Si 11.0559 6.7907 14.4561 0.0001 -0.0004 -0.0004
Si 0.0084 -5.1271 17.2699 -0.0002 0 0.0001
Si 4.1705 0.8736 23.7981 0.0001 -0.0002 0.0007
Si 7.4357 -2.0045 20.3901 -0.0002 0 0.0012
Si 8.2897 0.8273 21.2997 -0.0001 0 0.0009
Si 1.7214 9.7463 23.745 0 -0.0001 0.0007
Si 10.5161 9.5332 14.467 -0.0002 -0.0002 0
Si 3.9315 9.8182 11.7945 -0.0002 -0.0027 -0.0019
Si 4.9617 16.1911 12.0725 -0.0003 0.0003 -0.001
Si 6.943 1.8192 16.861 -0.0001 -0.0002 0.0005
Si 4.6283 7.4836 20.2961 -0.0003 0 0.001
Si 13.258 8.5765 14.1545 0.0002 0.0001 -0.0009
Si 3.7316 1.5195 10.2429 -0.001 -0.0003 -0.002
Si 7.9314 11.4812 9.8662 0.0001 -0.0004 -0.0003
Si 1.7291 8.3864 20.8666 0.0001 -0.0001 0.0011
Si 2.5361 -5.3931 21.3297 -0.0001 0.0001 0.0009
Si 2.224 4.0244 10.8906 0.0021 -0.0001 0.0034
Si 8.269 4.4141 17.5983 -0.0002 0 0.0009
Si 6.9558 3.93 23.7661 -0.0001 0 0.0007
Si 12.6253 3.6594 18.8927 -0.0001 0 0.0008
Si 6.344 3.1116 10.4185 0.0002 0.0002 -0.0014
Si 4.5409 2.9827 18.482 -0.0001 -0.0001 0.0009
Si 7.9546 -0.2298 15.0778 -0.0004 0.0001 -0.0001
Si 10.5236 4.664 12.3084 0.0004 0.0008 -0.001
Si -1.3633 3.1442 22.6348 0 0 0.0008
Si 6.2542 7.9451 12.3571 -0.0002 -0.0003 -0.0006
Si 8.5849 9.6698 12.3354 -0.0005 0.0001 -0.0005
Si 5.5571 2.3366 21.4645 -0.0002 -0.0001 0.0011
Si 12.0309 4.4223 23.8744 0.0001 0.0001 0.0007
Si 9.8673 2.7232 19.7528 0 0.0004 0.001
Si 11.2061 5.9575 9.7571 -0.0004 0.0026 -0.0002
Si -5.3399 5.8904 17.7252 -0.0004 -0.0009 0.0005
Si -0.854 -2.5831 19.1131 0.0001 -0.0003 0.0011
Si 8.0196 10.1252 17.7892 -0.0002 -0.0001 0.0005
Si 4.8163 6.8056 14.7141 0 0.0001 0.0009
O 7.6454 10.3207 13.5275 0 -0.0001 0
O 7.0024 9.5638 18.9332 0.0001 0 0
O 7.8454 8.2157 12.0492 0.0001 -0.0005 0.0007
O -1.5938 1.2015 20.0877 -0.0002 0.0001 -0.0007
O 4.5799 5.5098 13.6643 0.0001 0.0002 -0.0003
O 7.5334 9.6563 16.2792 0.0001 -0.0001 -0.0005
O -1.4104 -1.3766 18.1285 0.0001 -0.0002 -0.0003
O 4.8674 13.5741 9.9484 0.0005 -0.0003 0.0008
O 5.4593 9.2781 11.8409 -0.004 0.001 0.0005
O 1.2692 7.1377 10.2194 -0.001 0.0007 0.0002
O 7.0859 1.1414 15.3562 -0.0001 -0.0002 -0.0005
O 8.4805 4.2342 23.2182 0.0003 0.0002 -0.0012
O 5.6579 6.6428 11.5372 -0.0003 -0.0003 0.0012
O 1.4927 6.79 21.1464 -0.0002 -0.0004 -0.0003
O -2.1345 8.0158 20.1295 0.0002 -0.0002 -0.0012
O 10.1432 9.6188 12.8499 0.0002 -0.0003 0
O 15.7531 4.5017 17.9872 0.0006 0.0011 -0.0005
O 6.0524 8.1477 20.897 -0.0002 -0.0002 -0.0008
O 2.8316 -0.0183 23.7166 -0.0002 -0.0001 -0.0003
O 3.1357 9.5823 13.1811 0 -0.0004 -0.0017
O 6.0085 3.5329 22.4929 0.0002 -0.0003 -0.0004
O 9.9522 3.5964 21.124 -0.0004 -0.0006 -0.0015
O 2.248 4.3663 20.2485 -0.0003 -0.0003 -0.0011
O -5.9242 7.0171 18.7608 -0.0002 0.0001 -0.0001
O 0.5383 -2.0852 19.8333 -0.0006 -0.0001 -0.0017
O 8.6474 10.5497 10.9782 -0.0007 0.0009 -0.0004
O 11.6534 6.2698 15.8719 -0.0004 -0.0002 0.0006
O 12.0954 4.2236 12.0901 0.0012 -0.0008 -0.0003
O 9.6295 10.7195 15.1838 0.0002 -0.0001 0.0005
O 10.3361 5.5954 13.6207 0.0003 -0.0005 -0.0007
O 0.4239 2.6401 19.1096 -0.0002 0.0002 -0.0001
O 3.979 11.4116 11.452 0.0004 -0.0014 0.0008
O 1.3532 7.3866 13.5287 0.0002 0.0004 0.0003
O 12.1274 9.5932 14.8436 0.0003 -0.0003 -0.0004
O 7.2091 5.6171 17.9579 0 -0.0006 -0.0006
O 3.4731 -3.2045 14.9729 0.0005 -0.0003 -0.0003
O 12.0801 4.864 17.9395 -0.0003 -0.0004 -0.0003
O 10.9932 3.2235 23.4431 0.0001 0 -0.0001
O 5.969 18.6394 13.9544 -0.0002 -0.0004 0.0002
O 2.2237 4.8551 22.7801 0 0 -0.0006
O 6.854 1.5054 20.9753 0.0003 -0.0004 -0.0005
O 5.3413 -4.6088 16.1684 -0.0004 0.0001 -0.0009
O 1.4559 -1.6647 22.212 0 -0.0002 -0.0003
O -2.1606 3.5677 18.8864 0 0.0005 -0.0006
O 9.5784 5.0159 16.8447 0.0002 0 0.0005
O 9.5539 3.366 12.405 -0.0242 -0.0011 0.0287
O 4.5155 1.389 22.2921 0 -0.0002 0
O 3.3144 -2.4146 20.3279 0.0001 -0.0001 -0.0007
O 2.9231 2.7698 18.2705 -0.0003 0.0001 -0.0003
O 3.5693 4.8813 11.23 0.0007 -0.001 0.001
O 6.0675 4.0553 11.7492 0.0001 0.0005 0.0007
O 10.011 8.0025 14.8369 -0.0004 0.0005 0.0003
O -6.0573 2.8626 20.0804 0.0002 0.0001 -0.0006
O 7.8956 11.7726 17.7769 0.0002 -0.0003 0
O 7.976 -0.7863 21.3938 -0.0002 0.0002 -0.0008
O 4.0727 6.1651 21.157 0.0001 0.0002 -0.0005
O 8.948 1.6025 22.6103 0.0005 0 -0.0003
O 2.4207 2.4401 10.6285 0.0002 -0.0017 -0.0001
O 18.4696 3.3238 16.6333 0.0001 0.0001 0
O 3.0977 8.9838 10.7006 0.0019 0.0003 0.0011
O 10.1934 5.5009 10.9283 -0.0004 -0.0006 0.0012
O 7.1512 1.7207 10.7009 0.0004 -0.0009 0.0004
O 10.5014 -3.9031 18.2447 -0.0001 -0.0001 -0.0001
O 5.4458 1.9538 17.5477 -0.0001 -0.0001 0.0001
H 8.9989 3.2774 13.1955 0.0233 0.0008 -0.0283

Results
free energy: -133980.411 eV
free energy less fixed offsets of H -15.97, O -568.88, Si -635.61 eV per atom: -2.481 eV

The program warned: the cutoff lies below the one the program advises for these potential files; the exchange-correlation potential is rough where the density is thin.
